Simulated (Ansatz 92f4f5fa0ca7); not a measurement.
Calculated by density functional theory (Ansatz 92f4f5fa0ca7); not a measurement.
Periodic cell of 221 atoms, Si132O88H1, from a study of silicon, its oxide and their interface. The atomic structure is a simulated model.
Doubt: the cutoff is far below the 930 eV that the study's wrapper takes by default for these files, so forces and energies are approximate.
This geometry differs little from another in the collection (a relaxation step or a small displacement).

Settings
functional: PBE
potential files: Ansatz PAW
basis: plane waves
wave-function cutoff: 580 eV
density cutoff ratio: 5
exchange-correlation grid ratio: 1
k mesh: 1 x 1 x 1, Gamma-centred
self-consistency stop: 5e-08 eV per atom in the density residual
occupations: fixed
spin: none
net charge: +1 e, with a uniform compensating background and no finite-size correction

Cell vectors (angstrom)
a	10.938	0	0
b	0	10.938	0
c	0	0	32.1762

Atoms: element, x, y, z (angstrom)
Si	0.1868	-0.1344	24.5151
Si	5.5892	-0.3119	24.7777
Si	2.5141	3.0469	24.5023
Si	8.0806	2.9714	25.0728
Si	0.04	5.1261	24.6898
Si	5.8216	5.1447	24.6667
Si	2.4427	8.5123	24.6197
Si	7.988	8.5944	24.8106
Si	1.3987	1.4091	25.868
Si	6.7504	1.3302	26.0561
Si	4.0689	4.1594	25.9366
Si	9.6144	4.1324	26.3282
Si	1.2679	6.8465	25.8587
Si	6.8555	6.856	25.9708
Si	4.0284	9.5053	26.0978
Si	9.5861	9.7318	26.0497
Si	2.715	0.048	27.3671
Si	8.1799	0.0586	27.4318
Si	0.067	2.6571	27.4318
Si	5.397	2.7563	27.3715
Si	2.6964	5.5366	27.3195
Si	8.1778	5.5537	27.4583
Si	-0.0318	8.2162	27.3438
Si	5.4562	8.1573	27.3961
Si	4.1018	1.3673	28.758
Si	9.5708	1.3673	28.758
Si	1.3673	4.1018	28.758
Si	6.8362	4.1018	28.758
Si	4.1018	6.8362	28.758
Si	9.5708	6.8362	28.758
Si	1.3673	9.5708	28.758
Si	6.8362	9.5708	28.758
Si	0	0	30.1252
Si	5.469	0	30.1252
Si	2.7345	2.7345	30.1252
Si	8.2035	2.7345	30.1252
Si	0	5.469	30.1252
Si	5.469	5.469	30.1252
Si	2.7345	8.2035	30.1252
Si	8.2035	8.2035	30.1252
Si	1.3673	1.3673	31.4925
Si	6.8362	1.3673	31.4925
Si	4.1018	4.1018	31.4925
Si	9.5708	4.1018	31.4925
Si	1.3673	6.8362	31.4925
Si	6.8362	6.8362	31.4925
Si	4.1018	9.5708	31.4925
Si	9.5708	9.5708	31.4925
Si	2.7345	0	0.6835
Si	8.2035	0	0.6835
Si	0	2.7345	0.6835
Si	5.469	2.7345	0.6835
Si	2.7345	5.469	0.6835
Si	8.2035	5.469	0.6835
Si	0	8.2035	0.6835
Si	5.469	8.2035	0.6835
Si	4.1018	1.3673	2.0507
Si	9.5708	1.3673	2.0507
Si	1.3673	4.1018	2.0507
Si	6.8362	4.1018	2.0507
Si	4.1018	6.8362	2.0507
Si	9.5708	6.8362	2.0507
Si	1.3673	9.5708	2.0507
Si	6.8362	9.5708	2.0507
Si	0	0	3.418
Si	5.469	0	3.418
Si	2.7345	2.7345	3.418
Si	8.2035	2.7345	3.418
Si	0	5.469	3.418
Si	5.469	5.469	3.418
Si	2.7345	8.2035	3.418
Si	8.2035	8.2035	3.418
Si	1.3628	1.3892	4.6744
Si	6.8633	1.3404	4.8239
Si	4.1293	4.0732	4.8639
Si	9.5788	4.0903	4.7909
Si	1.3907	6.8399	4.8287
Si	6.8858	6.7472	4.7604
Si	4.1265	9.5173	4.7468
Si	9.5608	9.5691	4.8032
Si	2.6644	-0.0556	5.9337
Si	8.2037	-0.0116	6.2442
Si	0.0289	2.6991	6.0813
Si	5.4599	2.5782	6.2571
Si	2.7402	5.5064	6.2879
Si	8.1867	5.3627	6.2158
Si	-0.0419	8.1512	6.1688
Si	5.4864	8.1043	6.0867
Si	3.7188	1.371	7.4415
Si	9.9066	1.1292	7.4477
Si	1.6256	3.7796	7.4351
Si	6.6552	4.1223	7.5731
Si	4.5236	6.5118	7.5669
Si	9.2856	7.0306	7.4708
Si	1.1572	9.8032	7.3164
Si	7.0069	9.2379	7.4118
O	1.2523	4.1	24.0978
O	6.7795	9.5916	24.2384
O	2.9222	2.788	7.517
O	8.1622	8.1739	7.9018
O	5.5754	5.3342	8.0255
O	0.0828	-0.0131	7.926
O	5.3522	5.5245	23.1344
O	10.5199	0.4935	23.0731
O	2.1932	9.3773	8.5572
O	1.2421	3.8981	9.0286
O	9.4841	1.99	8.7708
O	7.6077	9.9549	12.0581
O	3.5095	0.7664	9.0011
O	4.36	7.331	9.3769
O	7.2507	3.3746	8.9253
O	9.8566	6.4972	8.9239
O	3.3416	2.4582	23.1603
O	4.6586	0.1794	23.5127
O	9.2062	2.4887	23.9909
O	9.8236	5.5765	23.557
O	19.8887	8.1246	23.5574
O	3.2867	7.9717	23.3099
O	6.989	4.006	24.3927
O	1.3145	9.6403	24.1157
Si	3.8423	6.3923	10.7851
Si	9.1126	4.267	14.6414
Si	7.4376	8.3346	11.9563
Si	4.2088	1.274	22.3897
Si	17.1344	3.8334	14.2654
Si	2.7402	-0.452	20.1574
Si	7.1803	4.1544	19.479
Si	14.0136	6.6348	16.4826
Si	1.9302	4.1913	10.4781
Si	5.6995	16.1995	16.7722
Si	3.7761	9.7484	17.2913
Si	10.2453	4.4551	11.7118
Si	10.9152	6.5161	16.0797
Si	7.9823	1.6094	14.5398
Si	2.7947	10.3935	9.7019
Si	9.1229	6.7804	22.6575
Si	11.1851	-1.1422	11.2217
Si	3.5891	-3.275	13.7581
Si	5.2214	8.7584	9.9217
Si	9.5714	1.7657	22.5967
Si	11.9333	-0.4282	16.6148
Si	8.4262	2.6428	9.821
Si	-0.4256	8.2397	18.418
Si	11.7541	-2.0354	14.1732
Si	4.7198	3.816	11.6034
Si	6.0212	6.0817	21.747
Si	6.477	7.7289	14.7493
Si	11.5418	6.5154	20.7017
Si	11.0985	1.0832	18.859
Si	14.2249	7.6888	21.6941
Si	6.9642	1.3658	20.8058
Si	9.9718	7.1976	10.3994
Si	-0.6419	3.685	20.2011
Si	8.4535	-0.613	19.1473
Si	6.8424	10.2171	16.4016
Si	8.5621	0.3269	11.8185
O	13.3719	8.7911	13.939
O	7.7316	-0.7632	17.7267
O	6.0275	8.1103	11.1447
O	1.6141	10.6122	10.8083
O	4.9993	-5.6724	10.8602
O	9.9979	7.2009	17.2557
O	6.2563	4.9512	20.5836
O	6.6473	13.2553	13.9192
O	3.5889	7.1735	12.1806
O	2.4153	5.769	10.3255
O	7.5777	4.7595	14.2536
O	11.4261	-1.5993	17.6326
O	9.8966	4.1634	13.2401
O	0.6199	7.4529	19.3761
O	6.9585	2.526	19.6289
O	12.4318	6.2035	16.692
O	17.2255	6.5307	15.8612
O	13.0261	6.5949	21.3972
O	3.2812	0.643	21.2248
O	0.7819	3.8073	11.5364
O	7.2202	-0.1351	20.1428
O	8.1602	1.3908	21.9065
O	-1.665	8.8916	19.2905
O	2.7796	9.0408	20.9216
O	12.2322	0.2023	19.6847
O	6.0914	9.5279	8.7992
O	8.5533	7.7313	10.9655
O	8.8204	0.9521	13.3004
O	7.3888	11.5145	15.6131
O	5.6759	2.5926	11.1809
O	2.6189	-0.356	16.5035
O	3.216	14.3222	11.0928
O	-6.7715	5.6582	17.2405
O	11.1258	7.5263	14.7949
O	4.0311	9.6769	10.4964
O	3.4386	8.1497	17.0318
O	10.0167	5.2213	15.6127
O	10.2909	2.8395	21.6091
O	5.0313	15.1264	13.1677
O	4.8269	7.1676	21.2729
O	11.0301	2.687	19.1328
O	8.9341	2.7497	15.261
O	3.7038	-0.7185	18.8557
O	5.591	1.6913	21.627
O	5.2409	10.1831	16.7184
O	7.9127	1.4027	10.7658
O	9.6035	0.539	19.2452
O	17.6145	4.7884	18.0221
O	7.592	6.5315	22.0784
O	-5.895	-2.6683	14.1531
O	7.3738	-3.426	13.3678
O	11.383	-0.755	15.1163
O	10.2573	7.0934	21.5404
O	9.1338	3.8031	10.7147
O	8.817	-6.6486	19.7316
O	0.4267	11.8979	17.2403
O	16.5017	3.9835	15.758
O	11.1114	-1.742	12.7242
O	11.2919	4.9506	20.3625
O	0.0505	8.4759	10.2608
O	10.453	6.0491	11.433
O	9.9617	-0.0905	11.0977
O	14.2348	6.4771	14.8434
O	7.2398	8.9241	15.5117
H	5.3599	2.0228	10.4612

Results
free energy: -133979.699 eV
free energy less fixed offsets of H -15.97, O -568.88, Si -635.61 eV per atom: -1.769 eV

Forces (eV/angstrom), in the order of the atoms: element, x, y, z
Si	0.0016	-0.0056	-0.0011
Si	0.0019	0.003	-0.0023
Si	0.0042	0.0065	0.0102
Si	-0.0031	-0.0032	-0.007
Si	-0.0006	-0.0029	-0.0017
Si	-0.0058	0.0065	0.0112
Si	-0.0012	0.0014	0.0077
Si	0.0049	-0.0059	-0.0002
Si	0.0005	0.0036	0.0019
Si	-0.0004	0.0012	-0.0009
Si	-0.007	0.0031	-0.0031
Si	0.0058	0.0022	-0.0032
Si	0.0008	0.0028	-0.0003
Si	-0.002	-0.0015	-0.0044
Si	-0.0099	0.0041	-0.0041
Si	0.0021	-0.005	0.002
Si	0.0024	-0.0012	0.0013
Si	0.0027	0.0035	0.0023
Si	0.0009	-0.0042	0.0006
Si	-0.002	-0.0038	0.0032
Si	0.0062	-0.0046	-0.0043
Si	-0.0002	0.0021	0.0048
Si	-0.002	0.0027	-0.0018
Si	0.0032	-0.0052	0.0055
Si	-0.228	0.1289	0.0778
Si	0.106	0.0268	0.4616
Si	0.3543	0.0602	-0.1832
Si	-0.2701	0.037	-0.1286
Si	-0.2054	-0.1968	0.05
Si	0.0922	0.5821	0.3621
Si	-0.0961	0.0595	-0.3617
Si	-0.0251	-0.1771	-0.0755
Si	-0.1294	-0.1166	0.0295
Si	-0.0057	-0.015	-0.0558
Si	0.1214	0.0791	0.0293
Si	0.119	0.0336	-0.0309
Si	-0.0152	-0.0068	-0.0623
Si	-0.0929	-0.1363	0.0212
Si	0.0424	0.0276	-0.0506
Si	0.1234	0.0389	0.0516
Si	-0.0194	0.0474	-0.0506
Si	-0.0197	-0.024	-0.0323
Si	-0.0161	-0.0421	0.0187
Si	-0.047	0.0376	-0.0024
Si	0.0121	0.0066	-0.034
Si	0.0005	0.0403	-0.0428
Si	-0.0164	0.0041	-0.0057
Si	-0.034	0.0288	0.0187
Si	-0.0154	0.0051	0.0271
Si	0.0554	0.0171	0.0099
Si	-0.0129	-0.0388	0.0262
Si	0.0542	-0.0199	0.0039
Si	0.005	-0.0097	0
Si	0.0176	-0.0372	0.0342
Si	-0.0141	-0.0224	-0.0017
Si	0.0252	-0.0162	0.0286
Si	0.0293	0.0931	0.0339
Si	-0.0704	-0.0508	-0.0109
Si	0.0809	0.0434	-0.0115
Si	-0.0827	-0.0652	0.0145
Si	-0.1126	-0.0436	0.0187
Si	0.0316	0.0833	0.0291
Si	-0.0621	-0.031	0.0178
Si	-0.0417	0.0039	-0.0043
Si	-0.3177	-0.1367	-0.3131
Si	0.3054	-0.0742	0.1001
Si	0.3224	0.5201	-0.2538
Si	-0.0003	-0.0617	0.1279
Si	0.1731	-0.0006	0.2474
Si	-0.106	-0.4321	0.0285
Si	-0.0672	-0.2221	-0.1471
Si	0.0602	-0.0092	0.0282
Si	-0.0073	-0.0052	-0.0242
Si	-0.0002	-0.0009	0.0034
Si	-0.0027	0.0142	-0.0015
Si	-0.0005	-0.0005	0.0002
Si	-0.0024	-0.0012	0.0029
Si	0.0024	-0.0087	-0.0057
Si	-0.0108	0	-0.0033
Si	-0.0006	-0.0037	-0.0055
Si	0.0296	0.0199	0.0496
Si	-0.0093	-0.006	0.0032
Si	-0.0009	0.0115	0.0078
Si	0.014	0.0003	0.0068
Si	0.0081	0.0003	0.0042
Si	-0.0035	0.0016	0.0093
Si	0.0186	0.0239	0.0221
Si	0.0222	0.0187	0.0116
Si	-0.0051	-0.0874	-0.0497
Si	-0.0025	-0.0022	0.0028
Si	-0.0063	0.014	-0.0178
Si	0.0069	0.0086	-0.0183
Si	-0.0382	-0.0122	-0.0045
Si	0.0005	-0.0032	-0.0129
Si	-0.0215	-0.0496	-0.0353
Si	-0.0058	0.0082	-0.0147
O	-0.0016	0.0006	-0.0025
O	-0.0038	0.0045	0.0018
O	-0.012	0.0455	0.0104
O	-0.0003	-0.0029	0.0026
O	0.0201	-0.0082	0.0145
O	0.0047	0.0103	0.0041
O	0.0011	0.0008	-0.0106
O	-0.0042	0.0055	-0.0039
O	0.0019	0.0123	0.0004
O	-0.0184	0.0046	0.0109
O	0.0005	-0.0005	-0.0015
O	0.0016	0.0001	-0.0004
O	-0.0001	0.0007	0.007
O	-0.0017	0.0014	-0.0084
O	0.0029	-0.0057	0.0086
O	0.0027	-0.0006	0.007
O	0.0047	-0.0057	-0.0067
O	-0.0004	-0.0004	-0.0016
O	-0.0001	-0.0022	-0.0013
O	-0.0035	0.0039	-0.0017
O	0.0024	-0.0007	-0.0038
O	0.0021	-0.0011	-0.0061
O	0.0043	-0.0042	0.0013
O	-0.0003	-0.0001	-0.0031
Si	-0.0031	-0.0029	-0.0126
Si	-0.0001	0.0002	-0.0012
Si	-0.0052	0.0005	-0.0031
Si	-0.0029	0.0025	0.0013
Si	-0.001	0.0008	-0.0017
Si	0.0009	0.0003	0.0008
Si	-0.0004	0.001	0.0003
Si	0.0001	-0.0005	-0.0017
Si	0.0072	0.0146	0.0037
Si	0.0001	-0.0007	-0.0015
Si	0	0	-0.0007
Si	0.002	0.0018	-0.0009
Si	0.0003	-0.0002	-0.0009
Si	-0.0009	0.0001	-0.0005
Si	0.0149	-0.002	0.0018
Si	-0.0005	-0.0006	0.0036
Si	0.0023	-0.0014	0
Si	-0.0004	-0.0008	-0.0044
Si	-0.0107	-0.0023	-0.0004
Si	0.0036	0.0018	0.0019
Si	0	-0.0002	-0.0013
Si	-0.0048	0.0039	-0.0012
Si	0.0009	-0.0007	-0.0001
Si	0.0013	-0.0005	-0.0009
Si	0.0052	-0.0004	0
Si	-0.0003	0.0002	0.0017
Si	-0.0005	-0.0001	-0.0018
Si	-0.0003	0.0002	0.0012
Si	0.0005	0.0002	-0.0001
Si	0.001	-0.0007	0.0025
Si	-0.0003	0.0007	0.0005
Si	0.0014	-0.0013	-0.0017
Si	0.001	0.0002	0.0014
Si	0.0003	0.0002	-0.0014
Si	0.0004	-0.0001	-0.0015
Si	-0.0022	-0.0008	0.0001
O	-0.0005	-0.0001	0.0007
O	0.0002	-0.0005	0.0006
O	0.0105	0.0006	0.007
O	-0.0032	-0.0003	0.0019
O	-0.0003	-0.0051	0.0023
O	0.0002	0.0002	0.0004
O	0.0012	-0.0015	-0.0016
O	0.0014	-0.001	0.0003
O	-0.0015	0.0028	0.0092
O	0.0003	-0.0048	0.003
O	0.001	-0.0001	0.0004
O	-0.0001	0.0003	0.0001
O	-0.0002	-0.0001	0.0014
O	-0.0005	0.0008	-0.0009
O	0.0002	0.0001	-0.0002
O	-0.0002	-0.0001	0.0003
O	0	-0.0003	0.0004
O	-0.0005	-0.0002	-0.0006
O	-0.0006	-0.0013	-0.0015
O	-0.0021	-0.0034	0.0034
O	0.0003	-0.0007	-0.0001
O	-0.0014	-0.0001	-0.0004
O	0.0003	0.0003	0.0004
O	-0.0004	0.0012	-0.0008
O	-0.0009	0.0004	-0.0002
O	0.0011	0.0007	-0.0009
O	0.0001	0.001	0.0001
O	-0.0004	0.0001	-0.0002
O	0.0001	-0.0001	0.0003
O	-0.0095	-0.0399	-0.1005
O	0	-0.0002	0.0003
O	0.0012	-0.0062	-0.0006
O	0.0002	-0.0001	0.0005
O	-0.0004	-0.0005	0.0006
O	0.0007	0.0019	-0.0007
O	0.0002	0.0002	0.0001
O	0.0005	0.0002	0.0006
O	-0.0013	-0.0008	-0.0003
O	-0.0005	-0.0008	0.0014
O	0	0.0002	-0.0003
O	0.0001	-0.0006	-0.0001
O	0.0001	-0.0005	0.0003
O	0.0002	-0.0002	-0.0005
O	0.0018	-0.0005	-0.0008
O	0.0004	-0.0002	0.0002
O	0.0014	-0.0018	0.0018
O	-0.0001	-0.0006	-0.0003
O	-0.0003	0.0001	-0.0002
O	-0.0025	-0.0001	-0.0019
O	0.0012	0.0003	0.0009
O	-0.0002	-0.0002	0.0012
O	-0.0003	0.0006	0.0006
O	0.0018	0.0001	-0.0012
O	0.0007	0.0003	-0.0002
O	-0.0004	-0.0001	-0.0001
O	0	-0.0001	0.0003
O	0.0003	0.0006	0.0007
O	-0.0003	-0.0001	0.0009
O	-0.0008	-0.001	-0.0004
O	-0.0015	0.0001	0.0019
O	-0.0015	-0.0002	-0.0004
O	-0.0006	0.001	-0.0007
O	-0.0004	-0.0001	0.0016
O	-0.0001	0.0007	0.0002
H	0.0039	0.039	0.1009

The program warned: the cutoff lies below the one the program advises for these potential files; the forces do not sum to zero within the program's tolerance; the exchange-correlation potential is rough where the density is thin.
